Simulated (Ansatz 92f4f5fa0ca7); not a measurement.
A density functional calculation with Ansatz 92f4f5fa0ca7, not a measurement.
Periodic cell of 192 atoms, Si128O64, from a study of silicon, its oxide and their interface. The atomic structure is a simulated model.
This geometry differs little from another in the collection (a relaxation step or a small displacement).

Settings
functional: r2SCAN
potential files: Ansatz PAW
basis: plane waves
wave-function cutoff: 800 eV
density cutoff ratio: 5
exchange-correlation grid ratio: 1
k mesh: 1 x 1 x 1, shifted by 0.5 0.5 0 of a step
self-consistency stop: 1e-10 eV per atom in the density residual
occupations: fixed
spin: none
net charge: 0

Cell vectors (angstrom)
a	10.887	0	0
b	0	10.887	0
c	0	0	28.4768

Atoms and the computed forces on them: element, x, y, z (angstrom), force x, y, z (eV/angstrom)
Si	0.3937	-0.3945	0.2536	-0.0009	0.0058	-0.0227
Si	2.9463	2.3132	0.0989	-0.0042	-0.004	-0.0143
Si	-0.0573	5.7572	0.1331	0.0008	0.0021	-0.0161
Si	2.545	8.2511	0.0257	-0.0008	0.0008	-0.0153
Si	5.2559	0.1941	-0.0821	0.0022	0.0007	-0.0116
Si	7.9302	2.9114	-0.0378	0.0002	-0.003	-0.0251
Si	5.6893	5.1037	0.1366	-0.0028	0.0028	-0.0234
Si	8.5081	7.8095	0.1338	-0.0033	0.0047	-0.0232
Si	1.5007	1.1905	1.5358	0.0002	0.0006	0.0027
Si	4.0962	3.9469	1.3849	-0.0001	-0.0004	-0.0027
Si	1.4169	6.8419	1.5309	-0.0004	-0.0002	0.0034
Si	4.1587	9.4606	1.2678	-0.0011	0.0009	0
Si	6.8209	1.3213	1.2965	0.0002	-0.0027	-0.0051
Si	9.6175	4.0262	1.2369	-0.0007	0.003	0.0016
Si	6.8981	6.6723	1.4034	-0.0018	-0.0001	-0.0034
Si	9.6065	9.4055	1.4564	-0.0015	-0.0024	0.0017
Si	0.0482	2.6638	2.6717	-0.0011	0.0036	0.0041
Si	2.8648	-0.1441	2.8341	0.0018	-0.0024	-0.0004
Si	0.0595	8.1439	2.9067	-0.0026	-0.0001	-0.0027
Si	2.7697	5.3695	2.732	-0.0014	-0.0011	-0.0016
Si	5.4898	2.6387	2.762	-0.0012	-0.0012	0.0055
Si	8.1952	-0.038	2.6676	-0.0032	0.0002	0.0039
Si	5.5122	8.1097	2.6562	-0.0002	0.0019	0.0023
Si	8.2707	5.3266	2.7452	0.0003	-0.0006	0.001
Si	1.375	4.0347	4.073	0	-0.0005	0.0015
Si	4.1537	1.2984	4.1469	0.0031	-0.0012	-0.0018
Si	1.428	9.4999	4.2061	0.0022	-0.0017	0.003
Si	4.1314	6.7745	4.0504	-0.0002	0.0001	-0.0033
Si	6.8509	4.0292	4.0966	-0.0017	-0.0016	0.0007
Si	9.5467	1.3362	4.0462	0.0001	-0.0001	-0.0037
Si	6.8315	9.4949	4.0402	-0.0009	0.001	-0.0014
Si	9.5533	6.734	4.1432	0.0011	0.0016	-0.0042
Si	0.0202	0.0145	5.4601	-0.0002	0.0013	-0.0019
Si	2.7406	2.6895	5.4407	0.0004	0.0004	0.001
Si	0.0324	5.3893	5.4758	0.0012	-0.0006	-0.0019
Si	2.7818	8.1039	5.4871	-0.0002	-0.0002	0.0004
Si	5.5041	-0.0554	5.4733	-0.0003	0.0005	-0.0008
Si	8.1969	2.6811	5.4542	0.0004	-0.0014	-0.0015
Si	5.4811	5.4308	5.4257	-0.0004	0.0008	0.0006
Si	8.1722	8.1469	5.4314	0.0003	-0.0005	-0.0001
Si	1.3582	1.3815	6.8266	0.0013	-0.0003	0.0011
Si	4.086	4.0914	6.7803	0.0004	0.0004	-0.0015
Si	1.3759	6.7764	6.82	-0.0002	0.0014	-0.0004
Si	4.1062	9.5144	6.8323	0.0007	-0.0012	0.0001
Si	6.8272	1.3404	6.8154	-0.0007	0.0007	-0.0013
Si	9.5284	4.0635	6.8281	-0.0017	0.0006	0.0001
Si	6.794	6.8216	6.8011	0.0007	-0.0006	-0.0009
Si	9.5207	9.5292	6.7879	0.0006	0.0006	-0.0016
Si	-0.0015	2.7304	8.2019	0.0015	0.0003	0.0002
Si	2.7204	0.0119	8.1647	0.0007	0.0018	0.0023
Si	-0.0017	8.1744	8.1365	0.0009	-0.0007	0.0003
Si	2.7208	5.4318	8.1753	0.0012	-0.0003	-0.0001
Si	5.4322	2.7212	8.1315	0.0006	0.0002	-0.0004
Si	8.1818	0.0097	8.1759	0.0005	-0.0001	-0.0011
Si	5.4498	8.174	8.1967	0.001	0.0011	-0.0004
Si	8.1518	5.4682	8.1468	0.0004	0.0003	-0.0005
Si	1.3412	4.1093	9.5535	0.0001	0.0003	0.0013
Si	4.0402	1.4205	9.5231	-0.0004	-0.0001	0.001
Si	1.3165	9.5673	9.5028	-0.0008	-0.0008	0.0012
Si	4.0331	6.8411	9.5211	-0.0016	-0.0004	0.0012
Si	6.7688	4.1057	9.4755	0.0012	-0.0002	-0.0007
Si	9.5148	1.3777	9.5525	-0.0002	0.0008	0.0013
Si	6.7934	9.5798	9.5323	0.0005	0.0001	0.0023
Si	9.5096	6.8411	9.5014	0.0009	-0.0007	-0.0001
Si	-0.0031	0.0385	10.9224	0.0003	0.0001	0.0011
Si	2.6639	2.7515	10.9423	0.0001	0.0003	0.0019
Si	-0.0418	5.4816	10.8823	0.0007	-0.0002	0.0016
Si	2.6391	8.2126	10.8664	0.0016	0	0.0016
Si	5.4116	0.0831	10.8649	-0.0007	-0.0006	0.0029
Si	8.143	2.7897	10.853	-0.0007	0.0009	0.0014
Si	5.3685	5.4362	10.8234	-0.0014	-0.0002	-0.0022
Si	8.1926	8.2493	10.8609	0.0002	0.0007	0.0022
Si	1.2826	1.4207	12.3491	-0.0002	0.0004	0.0008
Si	3.9813	4.171	12.2776	0.0011	0.0022	0.0017
Si	1.2522	6.8811	12.2504	-0.0004	0.0012	0.0003
Si	3.9649	9.6485	12.168	-0.001	0.0001	0.0009
Si	6.7569	1.4902	12.2088	-0.0009	-0.0005	0.0006
Si	9.5066	4.1119	12.258	0.0009	-0.002	-0.0014
Si	6.7711	6.8318	12.0411	0.0015	-0.0007	-0.005
Si	9.5311	9.601	12.3071	-0.003	0.0003	0.0005
Si	-0.0983	2.7793	13.7679	0.0009	-0.0002	-0.0016
Si	2.6672	0.0734	13.6939	-0.0026	-0.0001	0.0045
Si	-0.037	8.2109	13.7247	0.001	-0.0018	0.0034
Si	2.5577	5.5359	13.6341	-0.0015	-0.0001	0.0023
Si	5.3893	2.8432	13.5928	-0.0005	0.0002	0.0039
Si	8.1594	0.1841	13.55	0.0021	0.0019	-0.0029
Si	5.3665	8.1878	13.2765	0.0007	-0.0017	-0.0032
Si	8.0996	5.5498	13.4487	0.0013	0.0002	-0.0017
Si	1.2143	4.213	15.1532	0.0001	0.0014	-0.0015
Si	4.039	1.5201	15.0042	-0.0017	0.0003	-0.0028
Si	1.3521	9.5768	15.1416	0.001	-0.0026	0.0026
Si	4.0092	7.0135	14.7372	-0.0002	0.0012	0.0006
Si	6.7482	4.3105	14.8468	-0.0008	0.0024	0.0042
Si	9.3488	1.4837	15.201	-0.0034	-0.0005	0.0003
Si	6.6744	9.5919	14.5136	0.0012	0	-0.0063
Si	9.3259	6.8278	14.9535	-0.0019	0.0008	0.0014
Si	-0.3672	-0.2562	16.37	0.0032	-0.0045	0.0251
Si	2.9838	3.1707	16.3517	0.0047	0.0022	0.0308
Si	-0.5453	5.2916	16.3963	-0.0001	0.0008	0.0213
Si	3.1521	8.5322	16.3109	-0.0003	0.0014	0.0199
Si	5.3279	-0.1382	15.98	0.0012	0.0003	0.0232
Si	8.046	3.1728	16.3784	-0.0057	0.0035	0.0243
Si	5.1622	5.5396	16.0747	-0.0033	-0.0024	0.0195
Si	8.0704	8.5252	16.0087	0.0034	0.0064	0.0181
Si	4.6653	-5.5892	23.69	0.006	-0.0084	-0.0166
Si	-0.161	0.2188	25.8643	0.0008	-0.0024	-0.0375
Si	20.7484	31.6802	19.0766	-0.0017	-0.0058	0.0286
Si	-26.0614	-1.806	26.3984	0.0012	-0.0091	-0.0256
Si	-4.9833	-10.6316	20.4637	-0.0023	0.0021	0.0252
Si	8.8727	15.4576	20.7318	0.0034	0.001	0.0157
Si	-11.2111	9.6953	22.1434	0.0055	-0.0029	0.0081
Si	0.9903	25.9094	21.3474	-0.0019	0.0032	0.0096
Si	-36.5169	42.6392	18.2161	-0.0006	0.0047	0.0357
Si	-2.3613	10.0033	24.335	-0.0031	0.0064	-0.0154
Si	-14.3415	36.5925	23.4366	-0.0071	0	-0.0103
Si	-12.4726	13.6713	25.7614	0.0012	-0.0037	-0.0322
Si	1.8561	11.0822	23.849	0.0057	0.0008	-0.0155
Si	10.2558	6.8525	19.1191	-0.0017	0.0046	0.0319
Si	-18.4621	14.8089	19.1691	0.0035	0.0041	0.0253
Si	-37.1136	13.9725	19.1495	-0.0024	-0.005	0.0316
Si	1.0962	25.763	26.5853	-0.0021	-0.0011	-0.0314
Si	-17.6513	17.6251	18.5344	-0.0015	-0.0017	0.0361
Si	-31.4155	7.1889	21.3994	0.0029	-0.0001	0.0149
Si	-4.1111	33.6233	23.0753	-0.0043	-0.0007	-0.0063
Si	-6.4333	10.2417	22.6272	-0.0052	0.0008	-0.0001
Si	2.309	25.0326	23.8301	0.0053	-0.0062	-0.0159
Si	-17.4353	17.7431	26.3744	0.0081	-0.0021	-0.0278
Si	15.2176	-3.4117	21.4811	0.0048	0.0048	0.016
O	-17.7009	6.205	-3.5669	0.0007	0.0089	0.0204
O	-11.4253	21.0201	-7.879	-0.0025	0.001	-0.0159
O	-1.5645	-12.2402	-12.2106	-0.0029	-0.0039	-0.0145
O	-5.4713	8.0281	-2.2523	0.0041	-0.0058	0.0109
O	12.0541	14.1654	-5.7871	0.0005	0.0023	0.0007
O	-3.1215	8.5332	-1.113	0.0127	-0.0078	0.0252
O	1.9772	35.5456	-1.0947	0.0094	-0.0066	0.024
O	0.3476	19.1132	-6.2332	-0.0003	-0.0008	-0.0009
O	4.9432	3.7502	-9.0937	-0.0003	-0.002	-0.0092
O	-31.3539	-0.1824	-3.1513	-0.007	0.0005	0.0135
O	-7.8585	31.8696	-5.1293	-0.0034	0.0031	0.0013
O	-15.0499	13.4514	-5.5731	0.0016	-0.0003	0.0023
O	1.418	31.1482	-0.3857	0.0026	-0.0036	0.0068
O	10.6999	6.0726	-10.6986	-0.0001	-0.0089	-0.0289
O	1.7587	14.9401	-3.3507	-0.0086	0.0036	0.0234
O	8.4523	14.4581	-3.8349	0.0066	-0.0028	0.0152
O	-8.6512	14.5851	20.3802	0.0069	0	-0.0131
O	3.0519	-3.3686	27.1167	-0.003	0.0071	0.017
O	-11.0755	0.4314	27.4501	0.0005	-0.0076	0.0229
O	-23.5092	9.5118	22.9304	0.0003	0.0025	0.0049
O	-6.687	20.6351	16.6111	-0.0006	0.0016	-0.0151
O	11.9357	-5.5231	27.4389	-0.0058	0.0087	0.0161
O	-11.3821	3.749	26.4476	0.0011	0.0045	0.0168
O	-3.6427	30.3304	17.4493	0.0014	-0.0077	-0.0215
O	-12.6029	6.0136	20.0155	0.0017	0.0043	-0.0112
O	0.6042	-0.0369	22.8245	-0.0008	-0.0007	0.0033
O	6.9724	3.0048	17.6143	0.0096	-0.001	-0.0256
O	10.372	-17.9014	20.7422	-0.0008	0.0024	-0.0057
O	-1.2183	19.2039	18.7989	-0.0023	-0.0018	-0.0092
O	8.3533	24.0532	26.98	-0.0076	0.0041	0.0249
O	-15.6215	12.4717	19.6264	0.0013	0.0073	-0.0016
O	10.8615	10.6262	17.9954	0.0014	0.0027	-0.0218
O	4.142	-6.5808	16.361	0.0028	0.003	-0.0151
O	-5.8899	-13.0227	22.2434	-0.001	-0.0038	-0.005
O	-15.5652	4.8571	23.9718	-0.0022	0.0019	0
O	-4.9131	10.4455	27.0472	-0.0084	0.0077	0.0133
O	-12.1149	17.6605	28.0338	0.0013	-0.003	0.0078
O	-27.9743	27.9123	22.3073	-0.0026	0.0013	0.0029
O	4.7573	18.1784	19.9235	-0.0016	-0.0051	-0.0186
O	-13.3619	10.5767	18.8157	-0.0021	-0.002	-0.0121
O	7.259	9.196	24.9192	-0.0057	-0.0027	0.0187
O	5.3477	-15.5127	17.5525	0.0047	0.0005	-0.0157
O	7.0388	11.1543	21.6301	-0.0003	-0.0007	-0.0018
O	4.9356	5.6785	27.2935	-0.0017	-0.0039	0.024
O	-8.367	23.4389	24.0028	-0.0029	0.0017	0.0052
O	-24.9892	14.6827	19.9449	-0.0068	-0.0023	-0.0091
O	10.2253	12.479	25.1609	-0.0031	0.0005	0.0104
O	2.7437	18.6107	21.4922	0.0043	-0.0052	-0.005
O	-15.3688	11.0668	17.1776	-0.009	0.0022	-0.0199
O	-18.0636	25.77	23.4624	0	0.0015	0.003
O	-21.0159	-14.6251	19.8724	-0.0058	0.0003	-0.0149
O	-29.8745	2.9315	17.9707	-0.0039	-0.006	-0.0207
O	-24.685	65.9492	24.0892	0.0035	-0.0039	0.0033
O	14.0175	29.5566	17.7687	-0.0022	0.0097	-0.0235
O	-1.6053	15.0207	16.8882	-0.0006	-0.0006	-0.0123
O	-1.2133	31.7294	25.4603	0.0016	-0.0016	0.0073
O	3.1402	5.4901	18.8368	0.0014	0.0037	-0.0172
O	-4.8513	20.7503	19.4841	0.0044	-0.0021	-0.0199
O	-9.7661	5.6635	21.9018	0	0.003	-0.0081
O	6.8121	4.0508	28.06	-0.0015	0.0004	0.011
O	5.4139	11.125	23.6079	-0.0012	-0.0014	-0.0048
O	-17.3218	11.0688	21.2077	0.0023	0.0003	-0.009
O	-28.566	12.1804	27.9457	-0.0012	-0.001	0.0092
O	-24.365	4.6642	22.2598	-0.0007	0.0008	-0.0009

Results
free energy: -118373.392 eV
free energy less fixed offsets of O -570.45, Si -639.56 eV per atom: -0.912 eV

The program warned: the cutoff lies below the one the program advises for these potential files; the forces do not sum to zero within the program's tolerance; empty levels may hold ghost states of the PAW files; the exchange-correlation potential is rough where the density is thin.
